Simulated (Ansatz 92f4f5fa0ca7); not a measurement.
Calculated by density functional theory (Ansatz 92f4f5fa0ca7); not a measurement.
Periodic cell of 256 atoms, Si144O112, from a study of silicon, its oxide and their interface. The atomic structure is a simulated model.
Doubt: the cutoff is far below the 930 eV that the study's wrapper takes by default for these files, so forces and energies are approximate.
This geometry differs little from another in the collection (a relaxation step or a small displacement).

Settings: functional PBE; potential files Ansatz PAW; basis plane waves; wave-function cutoff 580 eV; density cutoff ratio 5; exchange-correlation grid ratio 1; k mesh 1 x 1 x 1, Gamma-centred; self-consistency stop 5e-08 eV per atom in the density residual; occupations fixed; spin none; net charge 0.

Cell vectors (angstrom)
a, 10.938, 0, 0
b, 0, 10.938, 0
c, -0.5492, 4.6506, 36.6294

Atoms and the computed forces on them: element, x, y, z (angstrom), force x, y, z (eV/angstrom)
Si, 1.1308, 2.9287, 29.202, -0.008, 0.0052, -0.0116
Si, 3.9086, 5.5809, 29.084, -0.0048, 0.0073, -0.0215
Si, 0.1749, 9.3055, 29.0563, 0.0037, 0.0028, 0.007
Si, 3.3762, 0.716, 29.1901, 0.0217, -0.0115, 0.0106
Si, -4.8154, 3.3291, 29.2265, 0.0028, -0.0076, 0.0063
Si, -2.2615, 6.2877, 29.1099, 0.0002, -0.0057, -0.0086
Si, 6.1956, 8.2472, 28.9334, 0.0018, 0.0079, -0.0045
Si, -1.4215, 0.2941, 29.1653, 0.0071, -0.0045, 0.0045
Si, 2.2039, 4.6222, 30.414, -0.0096, 0.0075, 0.0047
Si, 4.8741, 7.2114, 30.5124, -0.0058, 0.0042, 0.0004
Si, 2.0912, -0.8887, 30.3533, -0.002, 0.0075, -0.0029
Si, 4.8787, 1.8801, 30.5718, -0.0086, 0.0009, -0.0025
Si, -3.2557, 4.6078, 30.4565, -0.0003, -0.0032, 0.0009
Si, -0.6457, 7.4885, 30.387, -0.0052, 0.0014, 0.0028
Si, 7.8014, 10.3333, 30.5191, -0.0247, 0.0117, -0.0009
Si, -0.4441, 1.8704, 30.5619, -0.0056, 0.0036, 0.0069
Si, 0.7957, 6.0588, 31.7456, 0.0022, 0.0006, 0.0055
Si, 3.5207, 8.7203, 31.7691, 0.0048, 0.0014, 0.0076
Si, 0.8826, 0.4818, 31.8857, 0.0038, -0.0034, 0.004
Si, 3.5323, 3.3041, 31.8759, 0.0123, -0.0097, 0.009
Si, 6.3266, 5.9622, 31.8712, 0.0021, -0.0055, 0.0123
Si, 8.9889, 8.7797, 31.8621, 0.0134, -0.01, 0.008
Si, 6.3032, 11.5124, 31.886, 0.0018, -0.0049, 0.0127
Si, -1.8801, 3.2634, 31.8301, -0.0037, -0.0057, 0.0049
Si, -0.5492, 4.6506, 33.2112, 0.1739, 0.2059, -0.4208
Si, 2.1853, 7.3851, 33.2112, -0.1404, -0.0672, -0.3743
Si, -0.5492, 10.1196, 33.2112, 0.0525, -0.0886, 0.2638
Si, 2.1853, 1.9161, 33.2112, 0.0733, -0.0605, 0.2945
Si, 4.9198, 4.6506, 33.2112, 0.0473, -0.0551, 0.3145
Si, 7.6543, 7.3851, 33.2112, -0.0681, -0.0026, 0.1543
Si, 4.9198, 10.1196, 33.2112, -0.1038, -0.2707, -0.3994
Si, 7.6543, 1.9161, 33.2112, 0.1686, 0.3434, 0.2517
Si, 1.3673, -1.3673, 3.418, -0.0783, 0.0412, 0.3806
Si, 4.1018, 1.3673, 3.418, 0.0583, -0.316, 0.1569
Si, 1.3673, 4.1018, 3.418, -0.1303, -0.2699, -0.4652
Si, 4.1018, -4.1018, 3.418, 0.1286, 0.2072, -0.3928
Si, 6.8362, -1.3673, 3.418, -0.2206, -0.0392, -0.0757
Si, -1.3673, 1.3673, 3.418, -0.0832, 0.0435, -0.2043
Si, 6.8362, 4.1018, 3.418, 0.1912, 0.3379, -0.1444
Si, -1.3673, 6.8362, 3.418, -0.0413, 0.1429, 0.4878
Si, 2.7873, -0.0686, 4.8399, 0.0092, -0.0066, -0.0022
Si, 5.4506, 2.7851, 4.7365, -0.0023, 0.003, -0.0102
Si, 2.7358, 5.4603, 4.6893, 0.0029, 0.0041, 0.0002
Si, 5.4364, -2.717, 4.7935, -0.003, -0.0016, -0.0003
Si, -2.7716, 0.0245, 4.7579, 0.0023, -0.0022, -0.0105
Si, -0.0038, 2.7267, 4.7656, 0.0093, -0.0034, 0.0016
Si, 8.195, 5.4758, 4.8328, 0.0015, -0.0004, 0.0012
Si, -0.034, -2.6892, 4.859, -0.0039, -0.0022, 0.0033
Si, 1.4774, 1.4292, 6.0905, -0.0072, 0.0016, -0.0044
Si, 4.0965, 4.1563, 6.0853, -0.0013, -0.0072, -0.0053
Si, 1.4345, -4.1359, 6.0645, -0.0013, 0.0015, -0.0013
Si, 4.0123, -1.5685, 6.3308, -0.0057, -0.0002, -0.0035
Si, -4.0468, 1.5311, 6.054, -0.0127, -0.0009, -0.0017
Si, -1.3, 4.1264, 6.1719, -0.0122, 0.0026, -0.0029
Si, 6.724, -4.1246, 6.1655, 0.0063, 0.0019, -0.0007
Si, -1.5589, -1.3547, 6.2209, 0.009, -0.0042, -0.0037
Si, -0.6772, 0.087, 7.8639, 0.0052, -0.0003, -0.0027
Si, 2.5405, 3.0221, 7.4067, 0.0084, -0.004, 0.0005
Si, 0.3485, -5.6692, 7.3976, -0.0051, 0.0036, -0.0057
Si, 3.1725, -3.482, 7.4968, -0.0031, 0.0116, -0.0017
Si, 5.3652, -0.4924, 7.9278, -0.0077, 0.0008, -0.0009
Si, -2.5371, 2.6238, 7.4594, 0.0068, 0.007, 0.0043
Si, 5.03, 5.7894, 7.436, 0.0005, -0.0021, -0.0012
Si, -3.1724, -2.5139, 7.4963, 0.0006, -0.0132, 0.0017
Si, 0.8181, 3.2834, 34.5784, 0.0481, -0.0108, -0.0177
Si, 3.5526, 6.0179, 34.5784, 0.027, -0.021, -0.0437
Si, 0.8181, 8.7524, 34.5784, -0.0975, -0.0124, -0.0023
Si, 3.5526, 11.4869, 34.5784, 0.013, 0.0911, 0.0079
Si, 6.2871, 3.2834, 34.5784, 0.0049, 0.0331, 0.0429
Si, -1.9164, 6.0179, 34.5784, -0.0171, 0.0585, -0.0027
Si, 6.2871, 8.7524, 34.5784, -0.0871, -0.1317, -0.0021
Si, -1.9164, 0.5489, 34.5784, 0.0465, 0.0227, -0.0155
Si, 2.1853, 4.6506, 35.9457, 0.0044, -0.0159, -0.0249
Si, 4.9198, 7.3851, 35.9457, -0.0128, 0.0224, -0.0068
Si, 2.1853, 10.1196, 35.9457, -0.0196, -0.0525, -0.015
Si, 4.9198, 1.9161, 35.9457, 0.0859, -0.0491, 0.0223
Si, -3.2837, 4.6506, 35.9457, -0.0362, 0.0136, -0.0124
Si, -0.5492, 7.3851, 35.9457, 0.0678, -0.0311, 0.0027
Si, -3.2837, -0.8184, 35.9457, -0.0023, 0.0438, -0.0366
Si, -0.5492, 1.9161, 35.9457, -0.0557, 0.0006, -0.0203
Si, 1.3673, 1.3673, 0.6835, 0.0038, -0.0022, 0.0053
Si, 4.1018, 4.1018, 0.6835, 0.0614, -0.0186, 0.0361
Si, 1.3673, 6.8362, 0.6835, 0.0179, 0.0681, -0.0015
Si, 4.1018, -1.3673, 0.6835, -0.0583, 0.0438, 0.0108
Si, 6.8362, 1.3673, 0.6835, 0.0086, 0.0085, 0.0036
Si, -1.3673, 4.1018, 0.6835, -0.0608, -0.0016, -0.0002
Si, 6.8362, -4.1018, 0.6835, -0.0207, -0.0373, 0.0098
Si, -1.3673, -1.3673, 0.6835, 0.008, -0.0032, 0.0222
Si, 0, 0, 2.0507, 0.0275, 0.0532, 0.0181
Si, 2.7345, 2.7345, 2.0507, -0.178, -0.0859, 0.0018
Si, 0, 5.469, 2.0507, 0.0195, -0.0653, -0.0058
Si, 2.7345, -2.7345, 2.0507, -0.0232, -0.1079, 0.0182
Si, 5.469, 0, 2.0507, 0.0556, 0.0264, -0.0405
Si, 8.2035, 2.7345, 2.0507, 0.0228, -0.0208, 0.0011
Si, 5.469, 5.469, 2.0507, 0.1258, 0.1224, -0.0325
Si, 8.2035, -2.7345, 2.0507, -0.0232, -0.0001, 0.0272
Si, 5.1233, -3.682, 11.469, 0.0002, 0.0002, 0.0003
Si, -1.6108, -2.4004, 16.0921, 0.0001, 0.0009, 0.0022
Si, 1.1408, -0.8144, 15.5572, -0.0005, -0.0013, 0.0026
Si, 0.7239, 3.7434, 26.297, -0.0009, -0.001, -0.0031
Si, 2.8383, 5.8786, 26.1581, 0.0013, 0.0004, -0.002
Si, 2.435, 2.425, 12.2005, 0.0004, -0.0012, 0.0017
Si, 3.1599, -5.0413, 14.8691, 0, 0.001, 0.004
Si, 4.8653, 5.034, 23.9366, -0.0014, -0.0006, -0.0014
Si, 0.2431, 0.4905, 12.9577, -0.0015, -0.0017, 0.0033
Si, 0.9817, 1.9638, 23.934, 0.0005, 0.0019, -0.0003
Si, 4.1561, 1.5843, 9.7925, 0.0051, -0.0045, 0.0027
Si, 6.7113, -0.6369, 15.5772, 0.0011, -0.0003, 0.0026
Si, 6.4947, -0.721, 25.2082, -0.0024, 0.0005, 0.0006
Si, 5.6236, 8.8307, 20.6015, -0.001, -0.0005, -0.0013
Si, -0.2709, 8.0272, 18.6767, 0.0011, -0.0008, 0.0001
Si, -1.9948, 1.9677, 17.6134, 0.0008, -0.0015, 0.0016
Si, 8.0379, -4.4889, 14.4191, 0.0006, 0.0009, 0.0019
Si, 2.8008, 0.9486, 17.402, 0.0004, -0.002, 0.0031
Si, 0.1662, 9.8822, 23.6864, 0.0022, -0.0016, -0.0028
Si, 1.9417, 1.5602, 20.2053, 0.0001, -0.0028, -0.0006
Si, 0.2576, -1.5083, 10.4869, -0.0006, -0.0005, 0.0005
Si, 5.453, -0.0564, 18.3258, -0.0001, -0.0005, 0.0009
Si, -2.2796, 8.1978, 24.555, -0.0005, -0.0013, -0.0018
Si, 5.3372, -2.8737, 14.2325, 0.001, 0.0003, 0.0036
Si, 3.6751, 2.4662, 22.6109, -0.001, -0.0018, -0.0015
Si, -1.5478, 5.7537, 26.1149, 0.0004, -0.0035, -0.0002
Si, 2.8676, 2.9849, 15.2752, -0.0013, -0.0021, 0.0042
Si, 7.7202, -5.2198, 11.4817, -0.0003, -0.0016, 0.0007
Si, -1.2372, -4.0003, 9.6015, 0.0007, -0.0001, -0.0007
Si, -2.4725, 3.9967, 15.8301, 0.002, -0.0024, 0.001
Si, 6.3641, 3.8651, 9.6114, -0.0026, -0.0007, 0.0004
Si, -3.2296, 1.6092, 26.9531, -0.0068, -0.0007, -0.0041
Si, 2.7489, -3.1802, 9.812, -0.001, -0.003, -0.0019
Si, 2.8289, -5.427, 11.8809, -0.0005, 0.0004, 0.0002
Si, 0.0596, 3.4014, 21.4198, -0.0022, 0.0011, -0.0054
Si, 1.1083, 9.5053, 20.7176, 0.0013, 0, -0.0015
Si, 3.2308, 7.4856, 19.4474, -0.002, -0.0014, 0.0032
Si, 0.2522, 3.7136, 16.944, 0.0012, 0.0003, 0.003
Si, 5.9587, 0.2694, 22.3273, -0.0014, 0.0003, -0.0024
Si, 7.0987, 1.637, 20.0098, -0.0002, -0.0006, -0.0004
Si, -2.3207, 1.3034, 14.7157, -0.0005, -0.0015, 0.0022
Si, 1.4476, 8.5648, 26.2766, 0.0044, -0.0022, -0.001
Si, 1.0505, 5.4754, 19.4681, 0.002, -0.0001, 0.0002
Si, 7.437, 3.811, 24.7833, 0.0009, -0.0008, -0.0019
Si, 7.033, 6.7516, 22.3045, -0.0005, 0.0008, -0.0022
Si, -2.9907, 3.9939, 21.6273, 0.0021, -0.0012, -0.0027
Si, 2.3016, -3.1081, 16.7767, 0.0002, -0.0002, 0.0028
Si, 4.3179, 9.7095, 26.9803, -0.0017, -0.0008, 0.0028
O, -0.5388, -2.9227, 10.5948, 0.0012, 0.0023, 0.001
O, 1.2432, -0.0301, 14.1397, 0.0006, -0.0002, -0.0007
O, 1.4207, 4.1284, 7.9555, -0.0004, 0.0031, 0.001
O, -0.4113, -0.6173, 9.3055, 0.0022, -0.0013, 0.0035
O, 6.6636, -1.4817, 8.2147, 0.0061, -0.0027, -0.0008
O, -0.3249, 4.7978, 25.6421, -0.001, 0.0005, 0.0032
O, 6.987, 3.1465, 20.6134, 0.0005, 0.0005, 0.0035
O, 7.6171, 3.4339, 8.6564, 0.0021, -0.0006, -0.002
O, 4.9, 9.9722, 25.4775, 0.0034, 0.0002, 0.0003
O, 1.6675, 6.9905, 25.8993, -0.002, 0.0005, 0.0034
O, 5.9672, 9.5775, 19.18, 0.0001, -0.0003, 0.003
O, 1.8891, -0.0277, 20.5107, -0.0007, -0.0011, 0.001
O, -0.4575, 2.4887, 17.774, 0.0015, 0.0011, 0.0006
O, 7.4656, 7.2783, 28.5586, -0.0005, 0.0031, 0.0099
O, 2.1715, -4.4462, 10.7369, 0.0003, -0.0007, 0.0026
O, -0.1437, -4.761, 8.6767, -0.0031, 0.002, 0.0045
O, -2.3595, -3.2479, 8.7092, -0.0007, 0.0019, -0.0018
O, 4.6486, 0.0832, 9.3095, 0.0001, 0.0018, 0.0031
O, 4.3934, -3.9805, 14.9531, 0.0008, -0.0011, 0.0002
O, -4.1848, 9.7017, 29.4012, 0.0063, -0.0141, 0.0015
O, 3.4445, 6.2156, 27.638, 0.0018, -0.0021, 0.0173
O, 5.2958, 8.5695, 27.6136, 0.0019, -0.0003, 0.0053
O, 4.8478, -2.6416, 12.7006, -0.0007, -0.0003, -0.0001
O, 5.4407, 2.5715, 9.9081, 0.0022, 0.0009, -0.0008
O, -2.5599, 1.3559, 19.0113, 0.0003, 0, 0.0018
O, -1.5772, 5.6955, 27.7403, -0.0008, 0.0028, 0.0092
O, -1.1994, 0.8702, 13.6197, 0.0023, -0.0012, -0.0005
O, 2.2754, 1.8465, 28.6649, -0.0073, 0.004, 0.0011
O, 0.6927, 9.2803, 22.2701, -0.002, 0.0001, 0.0044
O, 0.4465, 2.0808, 20.5613, -0.0011, 0.0032, 0.0057
O, 3.8649, -0.1507, 17.9744, -0.0006, 0, 0.0014
O, 5.044, 4.4492, 28.6506, 0.0023, -0.0012, 0.0032
O, 3.5426, 1.8867, 16.2792, -0.0011, 0.0026, -0.0013
O, 3.1101, 2.2283, 8.7226, -0.0028, -0.0004, 0.0011
O, -1.3631, 9.3989, 23.95, -0.0004, -0.0005, 0.0032
O, -3.1093, 3.5944, 23.2098, -0.0003, -0.0004, 0.0036
O, 6.932, 4.3515, 11.0671, 0.0004, 0.0016, 0.0021
O, 2.8249, 9.1406, 26.8818, -0.001, -0.0012, 0.0031
O, -1.6297, -3.6678, 15.0445, -0.0007, -0.0011, 0.0005
O, 5.0817, 9.9842, 21.6526, 0.0011, 0.0009, 0.0034
O, 2.2189, 4.3743, 26.1711, -0.0001, 0.0003, 0.0036
O, 7.9134, -1.6506, 15.9385, 0.0016, -0.0018, 0.0015
O, 3.5223, 7.8813, 17.8699, 0.0001, -0.0006, 0.0014
O, 1.8347, -1.8553, 10.169, -0.0012, 0.0016, 0.0025
O, 3.683, 4.4033, 15.269, 0, -0.0019, 0.0007
O, 3.4089, 1.5083, 11.2505, -0.0016, 0.0002, 0.0027
O, 7.2379, 0.4498, 14.4652, 0.0009, -0.0003, 0.0004
O, 2.5964, 1.8571, 23.6859, 0.0003, -0.0006, 0.002
O, 2.3917, -5.0405, 13.4187, -0.0004, -0.0007, -0.0008
O, -2.6033, -5.2221, 12.9922, 0.0004, -0.0015, 0.0006
O, -2.5615, 2.916, 14.5911, 0.0008, 0.0001, 0.0011
O, 4.3471, -2.9837, 10.2135, 0.0015, 0.0002, 0.0034
O, -2.9075, 5.1737, 25.4423, -0.0008, -0.0013, 0.0028
O, -2.917, 2.5558, 25.6519, -0.0002, 0, 0.0035
O, -1.5561, 8.094, 17.6788, 0.0011, -0.0013, -0.0014
O, -0.2035, 9.2827, 19.7364, 0.0012, -0.0027, 0.0015
O, 0.6894, 2.3344, 25.4887, -0.0005, -0.0015, 0.0016
O, 5.5334, 5.0964, 8.8849, 0.0015, 0.0002, 0.0032
O, 0.3532, 3.473, 27.8564, -0.0021, 0.0012, 0.0063
O, -1.9135, 0.9795, 16.2932, 0.0001, -0.0007, -0.0003
O, 1.48, 0.2124, 16.7841, -0.0002, -0.0013, -0.0003
O, 5.8186, 4.0319, 24.8304, 0.0005, -0.0004, 0.0035
O, 5.4108, -1.4531, 15.0154, -0.0005, -0.0025, 0.0008
O, -2.7804, 7.2044, 23.3791, 0, 0.0003, 0.0043
O, 6.8304, -3.4692, 14.1644, 0.0007, -0.0019, 0.0013
O, 5.7184, 1.3053, 19.1982, 0.0007, -0.0005, 0.0024
O, 7.968, 3.2385, 17.1986, -0.0002, 0, 0.0008
O, 2.3154, -1.9604, 15.6103, 0.0003, 0.0003, 0.0004
O, 7.3879, 8.8576, 25.3383, 0.0009, 0.0006, 0.0025
O, 2.1963, 8.4002, 20.2874, 0.002, -0.0035, -0.0001
O, 0.0645, -0.7154, 11.8847, 0.0004, -0.0001, 0.0008
O, 4.2202, 0.1277, 27.8943, -0.0009, 0.0008, 0.0015
O, 16.8109, 0.8648, 7.1804, 0.0015, 0.0031, 0.0009
O, 2.3136, 1.8665, 18.6536, 0.0004, -0.0017, 0.0014
O, 6.7989, 2.4919, 27.9803, 0.0038, 0.0001, 0.0008
O, 6.2789, 0.1122, 16.9464, 0.0003, -0.0013, 0.0011
O, -0.9169, 4.471, 16.0769, 0.0008, -0.0007, 0.0021
O, 0.9137, 4.6596, 20.8617, -0.0025, -0.0058, 0.0032
O, 1.3397, 3.222, 15.8263, 0.003, -0.0007, 0.0004
O, 0.3571, 8.8091, 27.4727, 0.0001, -0.0029, -0.0031
O, 6.8433, 8.0605, 21.3483, 0.0001, -0.0012, 0.0031
O, 3.9299, 5.9095, 24.9493, 0.0008, -0.0015, 0.0019
O, 0.9937, 8.1135, 17.6714, -0.0023, -0.0007, 0.0045
O, -1.4931, 3.6764, 21.1426, 0.0046, 0.0002, 0.0041
O, 0.3755, 3.1625, 22.9981, 0.0004, -0.002, 0.003
O, -1.612, 1.4181, 8.1338, -0.0012, -0.001, 0.0023
O, 2.5954, 5.9968, 19.467, 0.0005, 0.0012, 0.0006
O, 0.2267, 0.5668, 23.6014, -0.0004, -0.002, 0.0032
O, 11.7247, 0.5131, 7.293, -0.0003, 0.0008, -0.0001
O, 5.0222, 1.5566, 22.6563, 0.0004, 0.0001, 0.0026
O, -0.133, 6.6182, 19.4886, 0.0017, -0.0006, -0.0003
O, -1.3895, 7.2936, 25.591, 0.0004, 0.0024, 0.0018
O, 5.7031, 6.1515, 23.0676, 0, -0.0011, 0.0018
O, 6.7138, -3.9362, 11.2367, -0.0001, -0.0002, 0.0006
O, 7.1869, 0.6341, 21.3009, 0.0002, -0.0011, 0.003
O, 4.0125, 4.0363, 22.9463, -0.0004, -0.0012, 0.0025
O, -0.3582, -1.4425, 15.6798, 0.0004, -0.0013, 0.0015
O, -1.9418, -5.139, 10.4938, -0.0003, -0.0013, 0.0012
O, 7.5751, 5.2985, 15.4862, -0.0002, 0.0002, 0.0001
O, 6.9309, 0.3157, 26.3743, 0.0022, -0.0001, 0.0025
O, 6.6892, -0.1627, 23.7045, 0.0006, -0.0007, 0.0036
O, 4.4504, -5.155, 11.7995, 0.0004, -0.0006, 0.0009
O, 0.914, 4.638, 18.0876, -0.0001, -0.0034, -0.002
O, 2.4237, 3.9569, 11.602, 0.0002, -0.0009, 0.001
O, 2.1278, -4.5451, 16.0291, 0.0013, -0.0022, 0.0005
O, 0.9239, 1.7836, 12.2147, 0.0003, -0.0001, 0.0009
O, -1.9054, 1.0307, 27.7315, -0.0014, 0.0005, -0.004
O, 2.9467, 2.4254, 13.7486, 0.0005, 0, 0.0009
O, 1.0882, 9.3698, 24.9198, -0.0021, 0.0001, 0.0027
O, 3.041, 2.351, 21.1135, 0.0003, -0.0012, 0.0043
O, -3.3067, 5.5615, 21.3781, -0.0001, -0.0012, 0.0025
O, 4.6119, 7.6004, 20.2757, 0.0001, 0, 0.0023

Results
free energy: -155246.189 eV
free energy less fixed offsets of O -568.88, Si -635.61 eV per atom: -3.789 eV

The program warned: the cutoff lies below the one the program advises for these potential files; the forces do not sum to zero within the program's tolerance; the exchange-correlation potential is rough where the density is thin.
